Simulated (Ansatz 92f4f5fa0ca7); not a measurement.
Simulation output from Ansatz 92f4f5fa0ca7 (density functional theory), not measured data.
Periodic cell of 251 atoms, Si165O86, from a study of silicon, its oxide and their interface. The atomic structure is a simulated model.
Doubt: the cutoff is far below the 930 eV that the study's wrapper takes by default for these files, so forces and energies are approximate.
This geometry differs little from another in the collection (a relaxation step or a small displacement).

Settings: functional PBE; potential files Ansatz PAW; basis plane waves; wave-function cutoff 580 eV; density cutoff ratio 5; exchange-correlation grid ratio 1; k mesh 1 x 1 x 1, Gamma-centred; self-consistency stop 5e-08 eV per atom in the density residual; occupations fixed; spin none; net charge 0.

Cell vectors (angstrom)
a  10.938  0  0
b  0  10.938  0
c  0  0  37.2952

Atoms and the computed forces on them: element, x, y, z (angstrom), force x, y, z (eV/angstrom)
Si  0  0  0.683  -0.0297  0.0471  -0.0135
Si  5.469  0  0.683  -0.0075  0.0293  -0.0068
Si  2.7345  2.7345  0.683  0.0061  0.04  0.0078
Si  8.2035  2.7345  0.683  -0.0054  0.0417  0.0022
Si  0  5.469  0.683  -0.0109  0.0713  0.0063
Si  5.469  5.469  0.683  -0.0016  0.0189  -0.0099
Si  2.7345  8.2035  0.683  -0.008  -0.013  -0.0023
Si  8.2035  8.2035  0.683  0.0107  0.0093  0.008
Si  1.3673  1.3673  2.0503  -0.122  -0.0202  -0.0501
Si  6.8362  1.3673  2.0503  -0.0691  0.0055  0.0908
Si  4.1018  4.1018  2.0503  -0.0728  0.0317  -0.1644
Si  9.5708  4.1018  2.0503  -0.0725  0.0096  0.1152
Si  1.3673  6.8362  2.0503  -0.0945  0.0339  0.0446
Si  6.8362  6.8362  2.0503  -0.0661  -0.0342  -0.0743
Si  4.1018  9.5708  2.0503  -0.0568  -0.0124  0.1037
Si  9.5708  9.5708  2.0503  -0.0156  0.0582  -0.0969
Si  2.7345  0  35.2437  0.0536  0.0341  0.0565
Si  8.2035  0  35.2437  0.0725  0.0455  -0.0577
Si  0  2.7345  35.2437  -0.0173  -0.0708  0.0294
Si  5.469  2.7345  35.2437  -0.0061  -0.0728  -0.0584
Si  2.7345  5.469  35.2437  0.1257  -0.0043  -0.0896
Si  8.2035  5.469  35.2437  0.1456  0.018  0.0182
Si  0  8.2035  35.2437  -0.0074  0.0238  0.0003
Si  5.469  8.2035  35.2437  -0.0017  -0.1007  0.0516
Si  4.1018  1.3673  36.6109  -0.0502  0.0202  0.0134
Si  9.5708  1.3673  36.6109  0.0245  -0.0297  0.0147
Si  1.3673  4.1018  36.6109  -0.0077  -0.0296  -0.0132
Si  6.8362  4.1018  36.6109  -0.0019  -0.0114  -0.0153
Si  4.1018  6.8362  36.6109  0.0189  -0.0238  0.0136
Si  9.5708  6.8362  36.6109  -0.0011  -0.0556  0.0072
Si  1.3673  9.5708  36.6109  -0.0004  -0.0197  0.0059
Si  6.8362  9.5708  36.6109  0.0408  -0.063  -0.0053
Si  0.1009  -0.6611  26.8367  0.0199  0.0099  0.0614
Si  5.8372  -0.4833  26.788  0.0921  0.0439  -0.0353
Si  2.335  3.3894  27.301  0.0064  0.1498  -0.063
Si  7.7531  3.2524  27.1288  -0.0436  0.0194  -0.017
Si  0.5842  5.0947  27.2649  0.0828  -0.0401  0.0759
Si  5.9627  4.9687  27.0714  0.0301  -0.0976  -0.0724
Si  2.4863  8.1591  27.1688  -0.0237  -0.0401  0.1127
Si  8.1385  8.2345  27.121  -0.0287  0.1037  0.0285
Si  1.4829  1.572  28.4617  -0.1263  -0.2457  0.0582
Si  6.822  1.3124  28.185  -0.0271  0.0252  0.0197
Si  4.2144  4.166  28.4615  0.0097  -0.0241  -0.0325
Si  9.6243  4.1135  28.3528  -0.0527  -0.0399  -0.0251
Si  1.427  6.746  28.7034  -0.0206  0.024  -0.023
Si  6.8819  6.7132  28.3616  0.0048  -0.0434  0.037
Si  4.1749  9.4671  28.2236  -0.0312  -0.0289  0.0058
Si  9.6214  9.4232  28.4794  0.0124  -0.0096  -0.005
Si  2.8317  -0.0229  29.6511  -0.0191  0.0776  -0.0468
Si  8.241  0.0229  29.6605  0.0313  0.026  -0.0306
Si  -0.0194  2.7492  29.8312  0.0396  0.0172  -0.0351
Si  5.4688  2.6153  29.7099  0.0466  -0.0306  -0.0338
Si  2.9233  5.4759  29.9488  -0.097  0.0254  -0.0659
Si  8.2944  5.4676  29.7804  0.0186  0.003  -0.0107
Si  0.007  8.1367  29.9274  0.0162  -0.0068  -0.0848
Si  5.5047  8.1343  29.698  -0.0433  0.0242  -0.0086
Si  4.1288  1.31  31.1323  -0.0282  -0.0214  -0.0048
Si  9.5587  1.3501  31.1424  -0.0073  0.0073  -0.0055
Si  1.4217  4.0957  31.1672  -0.0258  -0.0062  0.0304
Si  6.8693  4.0405  31.06  0.0003  0.0214  0.021
Si  4.2037  6.8887  31.2452  0.0549  0.0331  -0.0093
Si  9.5666  6.8061  31.2492  -0.0105  -0.0192  -0.0006
Si  1.4367  9.5882  31.1033  -0.02  0.0261  0.0443
Si  6.8739  9.5635  31.0362  0.0068  -0.0118  0.0419
Si  0.0267  -0.0062  32.4826  0.0254  -0.0192  -0.0018
Si  5.5053  -0.0447  32.4771  0.0197  0.0172  0.014
Si  2.7567  2.6902  32.5069  0.0127  -0.0038  0.0112
Si  8.1986  2.7144  32.5032  0.0118  0.0088  0.0025
Si  0.0401  5.4473  32.5471  0.0141  -0.0133  0.0065
Si  5.5436  5.4335  32.5029  0.0173  -0.027  0.0122
Si  2.7686  8.2367  32.5326  -0.0345  0.0081  -0.0012
Si  8.1928  8.2244  32.5104  -0.0292  -0.0043  0.0124
Si  1.3689  1.361  33.877  -0.0201  0.0028  0.0036
Si  6.8319  1.3551  33.8679  -0.006  -0.0194  0.0057
Si  4.1155  4.097  33.8593  -0.0049  -0.0031  0.0069
Si  9.571  4.0868  33.8769  -0.0113  0.0077  -0.0021
Si  1.3839  6.8534  33.8821  0.0059  -0.0006  0.0121
Si  6.8488  6.8368  33.8816  0.0055  0.014  0.0039
Si  4.1245  9.5864  33.8891  0.0089  0.0052  -0.0009
Si  9.5826  9.5768  33.8652  0.0011  0.0099  0.008
Si  2.7067  -0.0046  3.4208  0.011  -0.0134  -0.0027
Si  8.1943  -0.0145  3.419  -0.0241  0.0069  0.0052
Si  -0.0174  2.7159  3.4233  -0.0132  0.0154  0.0046
Si  5.4334  2.7305  3.413  0.004  -0.0364  -0.0065
Si  2.7206  5.4545  3.4053  -0.0201  0.0103  -0.0026
Si  8.1835  5.4735  3.4248  0.0208  -0.0013  -0.0059
Si  -0.0063  8.2243  3.4191  0.0205  -0.0091  -0.0015
Si  5.459  8.1864  3.4199  -0.008  0.009  0.0067
Si  4.0331  1.3873  4.7833  -0.0111  0.0271  0.0038
Si  9.5328  1.36  4.8012  0.0196  -0.0173  -0.0173
Si  1.3474  4.0981  4.772  0.0068  -0.0175  0.0033
Si  6.7662  4.1192  4.7701  0.0016  0.0309  -0.0237
Si  4.0478  6.8383  4.7729  0.011  0.0044  -0.011
Si  9.5306  6.8928  4.7684  -0.0265  0.015  0.0082
Si  1.3274  9.6011  4.8217  -0.0141  0.0166  -0.0204
Si  6.8138  9.5652  4.7872  0.0297  -0.0113  0.0038
Si  -0.0507  0.0179  6.2324  -0.0161  -0.004  0.0251
Si  5.3992  -0.0028  6.0899  -0.0293  -0.0476  -0.046
Si  2.6572  2.7261  6.208  -0.0053  -0.015  -0.0155
Si  8.1014  2.7218  6.0981  0.032  -0.0107  -0.0497
Si  -0.023  5.5153  6.0564  -0.0223  -0.0004  -0.0593
Si  5.371  5.4615  6.1542  0.0069  0.0207  -0.0028
Si  2.7004  8.215  6.1493  0.0074  -0.0052  -0.0326
Si  8.1757  8.2319  6.2122  0.014  0.0119  -0.0372
Si  1.2636  1.4169  7.6482  0.0079  -0.0025  -0.0437
Si  6.7323  1.3368  7.4545  -0.0193  -0.021  0.1075
Si  4.0278  4.0852  7.5707  -0.0522  -0.0085  0.0135
Si  9.4853  4.172  7.3159  0.0297  0.0179  0.043
Si  1.3163  6.8409  7.4712  -0.025  0.0376  0.1442
Si  6.7147  6.8746  7.4904  0.0123  0.0007  -0.0037
Si  4.0561  9.6088  7.5006  0.0352  0.0025  0.1103
Si  9.5224  9.6089  7.6535  -0.0216  -0.0166  -0.035
Si  2.6873  -0.0112  8.9492  0.062  0.0085  -0.0825
Si  8.0987  0.0925  8.943  0.0627  0.0475  -0.0459
Si  -0.2055  2.9172  8.8237  -0.0184  -0.0379  0.003
Si  5.3474  2.628  8.8916  0.0302  0.0376  -0.0522
Si  2.666  5.5054  8.8866  0.0067  0.0177  -0.0298
Si  8.0064  5.3602  8.6978  -0.1018  0.0368  0.0317
Si  0.0523  8.2359  8.9316  0.0612  -0.0685  -0.0578
Si  5.4742  8.3115  8.9179  -0.0374  -0.025  -0.0301
Si  4.2547  1.0596  10.3034  0.069  -0.1128  0.1533
Si  8.9173  2.0163  10.0361  -0.0271  0.0018  0.1281
Si  0.9931  4.4408  10.174  -0.0591  0.0856  0.0419
Si  7.0802  3.6636  10.0128  0.0929  -0.0039  0.0889
Si  3.9078  7.073  10.141  -0.0264  0.0765  -0.0277
Si  10.0206  6.8888  10.5819  0.0615  -0.0109  0.0363
Si  1.662  9.2788  10.269  0.0212  -0.1513  0.1654
Si  6.6204  9.8525  10.385  -0.0919  0.0928  0.0693
O  -1.2268  -0.4853  13.135  0.0154  -0.0102  -0.0321
O  -20.9506  9.8213  11.6408  0.0121  0.0006  -0.0495
O  1.5431  3.416  11.3293  0.0145  0.0109  -0.0383
O  20.3732  23.5096  11.5577  -0.0335  0.0211  -0.0746
O  9.5608  7.7266  11.9454  -0.0166  -0.011  -0.0382
O  17.5296  48.0682  11.4793  -0.0089  0.0182  -0.0989
O  7.3476  9.3274  11.7961  0.0204  -0.0102  -0.0452
O  3.4753  1.6028  11.6671  0.0182  0.0136  -0.0984
O  5.4194  -0.0141  10.8286  -0.0397  0.0355  -0.008
O  0.1052  5.634  10.942  -0.0222  -0.0109  -0.0402
O  2.7941  8.1515  10.7586  -0.0045  0.0367  -0.0243
O  5.6149  5.4411  13.6926  0.0093  -0.0024  -0.0476
O  2.8773  7.112  25.9086  -0.0271  -0.0169  -0.0118
O  5.4086  10.6267  25.1895  -0.0449  0.0125  -0.0043
O  6.7518  5.8914  21.6244  0.0022  -0.0025  -0.0001
O  1.3792  9.2638  26.6005  0.0003  -0.0086  -0.0104
O  8.9229  7.5812  25.8118  0.0056  -0.0149  -0.0365
O  -0.6853  10.5159  25.4311  -0.0158  0.0063  -0.0234
O  0.5057  5.8384  25.7582  0.0113  0.0285  -0.0112
O  3.29  12.0098  25.2504  0.0173  -0.0401  0.0033
Si  0.3543  -1.2734  18.1707  0.0135  -0.0117  -0.0021
Si  12.6353  -3.0339  20.3389  -0.004  -0.0055  -0.0205
Si  6.0187  5.7067  12.1361  -0.0112  -0.0199  0.0617
Si  4.6137  0.8838  21.2313  -0.0072  -0.0121  -0.0274
Si  13.5813  -5.2793  16.2171  0.0212  -0.0111  0.0245
Si  4.0893  0.025  24.2813  0.0066  0.0111  0.0311
Si  1.554  4.0984  23.1044  0.0232  -0.0564  -0.0289
Si  6.179  6.9266  22.7504  -0.0179  -0.0269  0.0002
Si  8.4563  7.5104  15.7161  -0.0053  -0.0043  0.0263
Si  1.8983  -1.8646  23.214  -0.0094  0.0194  -0.0528
Si  4.5776  4.2539  14.0629  0.0121  0.0029  0.0526
Si  7.2127  2.2745  20.1241  0.017  0.0035  -0.0275
Si  9.2071  12.031  13.0605  -0.0089  0.0186  0.0097
Si  1.7108  6.5376  24.8814  0.028  -0.0265  -0.0332
Si  -2.8668  -2.867  12.596  -0.003  0.0004  0.0593
Si  5.9762  4.9385  20.5637  0.0055  0.0048  -0.0149
Si  -2.9101  0.8699  22.3708  0.0104  0.0067  -0.0231
Si  -3.5539  3.2457  24.0949  -0.0165  0.0041  0.0457
Si  9.5716  4.9528  22.6182  0.0018  -0.0113  -0.0064
Si  10.2338  10.2953  23.8244  0.0117  -0.0132  -0.0533
Si  5.5225  4.6542  24.6866  -0.0725  -0.0849  -0.0002
Si  0.1202  4.4235  17.4706  -0.0018  0.0184  0.0094
Si  2.9868  2.6781  25.1929  0.06  0.0338  -0.0322
Si  -2.5094  4.4962  15.9769  -0.0062  0.0081  0.016
Si  8.3585  8.4818  18.6389  0.0026  -0.013  -0.021
Si  6.9459  2.3412  14.5926  0.0147  -0.0048  0.0177
Si  13.6012  2.8493  12.3438  0.0202  -0.0147  0.0496
Si  3.3742  3.4886  20.6813  -0.025  0.0058  -0.0088
Si  10.0657  -4.6915  19.8892  0.0041  -0.0006  -0.0178
Si  0.833  1.5769  14.4605  -0.0083  -0.0119  0.042
Si  10.9081  1.5724  17.3894  0.0041  0.0025  -0.0096
Si  -4.6408  9.4893  20.9618  -0.0027  0.0011  -0.0189
Si  0.5854  7.9838  15.5174  -0.0058  0.0021  0.0399
Si  8.8374  7.5775  24.1762  -0.0213  0.0006  -0.0427
Si  0.3479  9.9172  13.1545  -0.0101  0.0213  0.0173
Si  3.7049  5.8019  18.9807  -0.0071  0.0022  -0.011
Si  7.8627  12.9342  17.2493  -0.0048  -0.006  0.0047
O  2.1236  3.9334  21.6001  0.007  -0.0011  0.0213
O  4.7277  6.3171  11.3456  0.0289  -0.013  -0.012
O  7.9478  3.6462  14.6656  0.0094  0.0106  -0.006
O  -0.0423  4.1397  23.0185  -0.0142  0.0122  0.0157
O  7.2677  1.531  18.6784  0.0031  0.0028  0.0065
O  9.742  -1.5705  18.6216  -0.0022  -0.0004  0.0088
O  4.9367  -0.5828  20.5579  0.0003  0.0053  0.011
O  11.1901  7.1875  20.6152  -0.0032  -0.0031  0.008
O  2.2446  -2.3116  21.6893  0.003  -0.0058  0.0128
O  11.4763  0.3395  18.2669  0.0026  -0.0025  0.0138
O  7.2693  -3.4417  23.7904  -0.0011  0.0026  0.0234
O  3.6122  4.7957  15.2421  -0.0138  0.0169  -0.0072
O  -8.11  -4.1138  19.8949  0.0028  0.0012  0.0115
O  9.4398  11.4875  23.0931  -0.0113  0.0037  0.031
O  8.4567  1.7649  21.0475  -0.0151  0.0052  0.0081
O  3.2489  -1.3453  23.9778  0.0045  0.0071  0.0232
O  -0.1693  5.5479  18.5998  -0.0077  -0.0052  0.004
O  9.3354  1.3281  16.9963  0.0019  -0.0003  -0.0029
O  0.5391  8.5427  13.9906  0.0061  -0.0129  -0.0177
O  3.4278  1.8383  20.5968  0.0093  -0.0067  0.0145
O  7.0894  -1.5362  26.6017  0.0507  -0.049  0.0254
O  1.5899  -6.3305  16.8401  -0.0049  0.0059  -0.0102
O  9.4648  -2.0348  23.5034  0.0028  0.0112  0.0329
O  1.2199  11.0112  13.985  0.0071  0.0011  -0.0239
O  11.8499  1.7193  16.0673  -0.0007  -0.0057  -0.0089
O  8.6709  6.2834  9.9071  0.0431  -0.0125  -0.0213
O  11.6679  9.1587  16.6523  -0.0006  0.0025  -0.0068
O  7.8678  3.6459  17.2658  0.0101  0.003  -0.0009
O  8.7625  7.05  19.3203  0.0171  -0.008  0.0158
O  13.1625  5.424  23.8072  -0.0005  0.0199  0.0256
O  4.7516  4.1352  21.3234  0.0032  -0.0069  0.011
O  7.2608  10.4169  21.9268  -0.004  -0.0008  0.0205
O  1.4535  -1.9286  19.172  -0.0079  0.0046  0.0025
O  1.9458  2.5228  13.7654  0.0107  0.0088  -0.0306
O  6.9098  1.5227  16.0163  0.0162  -0.0042  0.0075
O  11.7381  10.275  23.1945  -0.0011  -0.0016  0.0358
O  4.282  3.5634  24.679  0.0605  0.0284  0.0631
O  15.3293  0.7192  22.8382  0.0061  0.0028  0.0025
O  7.9067  8.3343  17.0468  0.003  0.007  0.0085
O  1.2214  7.8208  24.0114  -0.0123  0.0032  0.0203
O  8.1008  8.2061  14.2536  -0.0024  -0.0007  -0.0188
O  -0.7009  1.9363  14.0131  0.0172  0.0074  -0.0298
O  0.611  0.8259  27.2583  0.068  0.0863  0.0667
O  0.0537  2.9716  18.2198  0.0015  0.0036  0.0098
O  5.7015  8.2273  21.8547  0.0121  0.0044  0.0101
O  5.2006  5.9967  23.724  0.0011  0.0816  -0.0343
O  3.5784  -4.7038  17.4245  -0.0012  -0.0015  -0.0066
O  5.2919  5.8636  19.3955  -0.0011  -0.0013  0.0064
O  3.1994  4.2412  19.2311  0.0112  0.0047  0.0069
O  -2.6238  4.0306  23.0199  0.0188  0.0174  0.0033
O  -1.383  -5.7394  21.0105  -0.001  0.0265  -0.0114
O  -3.1038  -4.9371  15.8474  0.007  0.0015  -0.0148
O  7.0623  -7.0518  19.9594  0.0002  -0.0076  0.0127
O  3.7183  4.0229  12.6998  -0.0069  -0.0114  -0.0336
O  7.6363  1.3313  13.4905  -0.0021  0.0027  -0.0208
O  1.8187  6.9085  15.554  0.0027  -0.0043  -0.0158
O  7.1522  9.0896  19.5957  0.0124  -0.0074  0.0041
O  5.9353  1.7577  20.9493  0.0074  0.0016  0.0274
O  8.1733  3.0169  25.5278  0.0085  0.0002  0.0333
O  5.4112  2.8616  14.3563  -0.0014  -0.0008  -0.0273
O  7.193  6.7831  12.2149  -0.008  -0.0044  -0.0418
O  -0.864  7.3071  15.8246  0.0161  0.004  -0.019
O  7.1353  12.6898  23.4416  0.0042  -0.0297  -0.0034
O  -0.8915  4.5059  16.1823  0.0045  -0.008  -0.0075
O  9.5853  6.3166  23.4971  0.0097  -0.0169  0.0157
O  -9.0674  2.7923  24.0107  -0.0414  0.0289  -0.0069

Results
free energy: -153801.904 eV
free energy less fixed offsets of O -568.88, Si -635.61 eV per atom: -2.574 eV

The program warned: the cutoff lies below the one the program advises for these potential files; the forces do not sum to zero within the program's tolerance; the exchange-correlation potential is rough where the density is thin.
